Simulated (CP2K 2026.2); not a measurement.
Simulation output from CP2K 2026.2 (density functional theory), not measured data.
Periodic cell of 543 atoms, Si316O209N18, from a study of silicon, its oxide and their interface. The atomic structure is a simulated model.
Doubt: the forces sum to 3.06 eV/angstrom along one axis rather than to zero, so they err by at least 0.0056 eV/angstrom per atom on average; the grid cutoff is modest.

Settings
functional: PBE
method: Gaussian and plane waves
basis set: DZVP-MOLOPT-SR-GTH
pseudopotentials: GTH-PBE
grid cutoff: 350 Ry, relative cutoff 50 Ry
k points: Gamma only
occupations: fixed
spin: none
net charge: 0

Cell vectors (angstrom)
a 16.332 0 0
b 0 16.332 0
c 0 0 33.9316

Atoms and the computed forces on them: element, x, y, z (angstrom), force x, y, z (eV/angstrom)
Si 0.056 16.06 0.366 0.097 0.174 0.673
Si 2.937 2.501 0.085 -0.224 0.158 0.702
Si 16.091 5.545 0.009 0.137 -0.181 0.79
Si 2.421 8.219 33.781 0.252 -0.075 0.732
Si 0.236 10.493 33.915 -0.012 0.175 0.802
Si 2.304 13.918 33.922 0.24 -0.201 0.728
Si 5.07 0.207 0.411 0.135 -0.024 0.759
Si 7.775 3.084 33.927 0.288 -0.278 0.773
Si 5.644 5.35 0.351 -0.16 -0.033 0.722
Si 7.959 8.394 0.139 0.147 -0.161 0.83
Si 5.686 10.596 33.792 -0.256 0.241 0.716
Si 8.288 13.665 0.266 -0.42 0.228 0.636
Si 11.19 15.79 0.037 -0.232 0.431 0.708
Si 13.204 3.043 0.027 0.098 -0.146 0.86
Si 11.007 5.298 33.771 -0.173 0.179 0.757
Si 13.925 7.816 33.764 -0.265 0.197 0.859
Si 10.366 11.201 33.906 0.566 -0.346 0.537
Si 13.666 13.833 0.251 -0.09 -0.326 0.642
Si 1.305 1.404 1.405 0.01 0.032 -0.041
Si 4.039 4.075 1.454 0.013 -0.025 -0.04
Si 1.312 6.742 1.313 -0.033 0.005 -0.05
Si 4.046 9.451 1.146 -0.033 -0.014 -0.044
Si 1.319 12.188 1.273 -0.014 -0.013 -0.056
Si 3.853 14.936 1.5 -0.012 -0.033 -0.045
Si 6.79 1.425 1.41 0.012 0.027 -0.081
Si 9.477 4.136 1.246 0.023 -0.032 -0.054
Si 6.884 6.855 1.548 -0.005 0.029 -0.019
Si 9.475 9.59 1.421 0.01 0.008 -0.055
Si 6.643 12.306 1.251 0.009 -0.031 -0.059
Si 9.589 15.014 1.599 0.054 0.024 -0.021
Si 12.136 1.328 1.226 0.014 -0.017 -0.037
Si 14.845 4.098 1.36 -0.026 -0.01 -0.056
Si 12.224 6.833 1.181 -0.009 -0.019 -0.067
Si 14.98 9.382 1.278 -0.003 -0.022 -0.065
Si 12.271 12.156 1.172 -0.019 -0.025 -0.016
Si 14.983 14.928 1.781 -0.026 -0.005 0.014
Si 16.25 2.761 2.707 -0.016 0.002 0.002
Si 2.594 0.023 2.848 0 0.013 0.046
Si 16.32 8.102 2.718 0.005 -0.009 0.042
Si 2.662 5.449 2.731 0.015 0.006 0.005
Si 0.035 13.442 2.858 0.05 -0.007 0.022
Si 2.753 10.859 2.603 -0.008 -0.004 0.018
Si 5.44 2.745 2.819 0.018 -0.016 0.035
Si 8.158 0.083 2.792 -0.055 0.011 0.014
Si 5.37 8.202 2.697 0.009 0.037 0.033
Si 8.257 5.461 2.785 0.012 -0.055 0.009
Si 5.33 13.586 2.717 0.015 0.028 0.025
Si 8.064 10.983 2.696 -0.029 0.022 0.032
Si 10.793 2.698 2.631 0.02 0.015 0.014
Si 13.524 0.094 2.781 -0.058 0.009 0.008
Si 10.919 8.191 2.637 -0.009 -0.046 0.009
Si 13.53 5.511 2.694 -0.001 0.01 0.013
Si 10.959 13.506 2.74 -0.006 -0.029 0.031
Si 13.596 10.794 2.595 0.026 0.06 -0.004
Si 1.29 4.106 4.08 -0.011 -0.028 -0.002
Si 4.068 1.346 4.141 0.01 0.02 -0.015
Si 1.37 9.519 4.017 -0.017 0.015 -0.022
Si 4.042 6.825 4.065 -0.009 -0.015 0.005
Si 1.324 14.911 4.177 0.003 0.034 -0.008
Si 4.043 12.199 4.085 -0.02 -0.016 0.002
Si 6.832 4.122 4.123 -0.013 -0.008 -0.002
Si 9.508 1.415 4.133 0.017 0.018 0.016
Si 6.746 9.573 4.046 0.015 0.005 -0.007
Si 9.597 6.851 4.081 0.023 -0.006 0.02
Si 6.761 14.956 4.05 0.013 -0.016 -0.026
Si 9.504 12.235 4.085 0.035 -0.021 0.014
Si 12.19 4.088 4.011 0.007 -0.031 -0.009
Si 14.941 1.4 4.102 -0.013 0.023 0.008
Si 12.261 9.507 4.047 -0.008 -0.021 0.006
Si 14.929 6.808 4.101 -0.011 -0.005 0
Si 12.238 14.952 4.092 0.008 -0.014 -0.031
Si 14.922 12.114 4.088 -0.029 -0.009 0.022
Si 16.285 16.319 5.449 -0.007 -0.033 0.004
Si 2.686 2.747 5.422 -0.02 0.018 0.008
Si 16.3 5.468 5.468 -0.012 -0.009 0.012
Si 2.708 8.188 5.434 0 0.015 -0.002
Si 0.001 10.823 5.451 0.008 0.002 0.011
Si 2.718 13.565 5.494 0.002 -0.01 0.019
Si 5.426 16.288 5.473 0.019 0.015 0.009
Si 8.17 2.76 5.499 -0.013 0.003 0.023
Si 5.438 5.495 5.423 0.01 -0.008 0.011
Si 8.159 8.212 5.383 -0.014 -0.007 -0.019
Si 5.423 10.884 5.457 0.022 -0.014 0.007
Si 8.14 13.604 5.435 -0.01 0.002 0.011
Si 10.863 16.31 5.435 -0.002 0.015 0.012
Si 13.59 2.774 5.412 0.005 -0.018 -0.001
Si 10.914 5.473 5.447 -0.001 0.008 0.005
Si 13.612 8.191 5.478 -0.009 0.006 0.006
Si 10.869 10.851 5.416 0.006 0.016 0.016
Si 13.609 13.572 5.42 -0.021 0.018 -0.004
Si 1.36 1.35 6.773 0 -0.001 -0.014
Si 4.06 4.123 6.757 0.017 -0.012 -0.008
Si 1.346 6.851 6.809 0.008 0.005 0.009
Si 4.079 9.529 6.815 0.022 0.006 0.001
Si 1.342 12.2 6.839 -0.034 0.001 -0.004
Si 4.082 14.917 6.858 0.001 -0.021 0.008
Si 6.817 1.331 6.801 0.012 0.025 0.006
Si 9.543 4.142 6.819 0.002 -0.005 0.004
Si 6.793 6.877 6.766 -0.003 0.003 -0.011
Si 9.509 9.524 6.808 -0.006 -0.005 0.008
Si 6.796 12.219 6.821 -0.021 -0.018 -0.004
Si 9.508 14.95 6.802 0.008 0 0.021
Si 12.274 1.346 6.736 0.004 0.009 -0.029
Si 14.955 4.093 6.813 -0.03 -0.018 -0.001
Si 12.258 6.829 6.845 0.029 -0.024 0.001
Si 14.986 9.527 6.872 0.013 0.009 0.005
Si 12.232 12.222 6.778 -0.015 -0.008 -0.002
Si 14.973 14.917 6.784 -0.012 0.017 0.003
Si 0.035 2.728 8.128 -0.011 0.006 0.004
Si 2.685 16.307 8.165 0.001 0.004 0.016
Si 0.035 8.195 8.244 -0.029 0.01 0.02
Si 2.759 5.521 8.144 -0.026 0.015 -0.002
Si 16.308 13.577 8.185 0.032 0.001 0.004
Si 2.738 10.861 8.201 0 -0.014 -0.007
Si 5.408 2.714 8.073 0 0.006 -0.008
Si 8.178 16.301 8.178 -0.036 -0.006 0.025
Si 5.458 8.213 8.193 0.002 -0.007 0.002
Si 8.153 5.537 8.12 0.012 -0.009 -0.006
Si 5.432 13.532 8.214 0.026 0.016 0.014
Si 8.142 10.849 8.213 0.008 -0.007 0.015
Si 10.958 2.735 8.084 0.013 -0.003 -0.01
Si 13.624 16.297 8.093 -0.007 -0.02 -0.004
Si 10.884 8.213 8.201 0.007 -0.024 0.007
Si 13.634 5.462 8.189 -0.005 0.016 -0.001
Si 10.851 13.542 8.154 0.003 0.01 -0.005
Si 13.623 10.943 8.2 -0.015 0.013 -0.023
Si 1.425 4.125 9.456 -0.005 0.003 -0.009
Si 4.102 1.332 9.467 0.018 0.007 0.001
Si 1.429 9.545 9.633 -0.009 0 -0.017
Si 4.089 6.895 9.565 0.017 0.019 -0.007
Si 1.316 14.94 9.541 -0.03 -0.029 -0.032
Si 4.056 12.195 9.624 0.005 -0.029 0.001
Si 6.743 4.138 9.364 -0.036 -0.034 -0.023
Si 9.635 1.364 9.415 0.039 0.026 0.028
Si 6.782 9.522 9.652 0.009 -0.016 -0.011
Si 9.483 6.878 9.543 -0.049 0.005 0.031
Si 6.825 14.881 9.524 0.021 -0.002 -0.011
Si 9.495 12.195 9.582 -0.008 0.003 0.002
Si 12.275 4.072 9.513 0.034 -0.015 -0.002
Si 15.02 1.308 9.429 -0.002 -0.032 0.017
Si 12.261 9.607 9.562 0.035 0.034 0.01
Si 15.008 6.801 9.554 -0.003 -0.026 0.018
Si 12.304 14.881 9.426 -0.012 0.009 -0.008
Si 14.976 12.275 9.637 -0.019 0.028 -0.003
Si 16.267 16.285 10.902 0.019 -0.014 -0.004
Si 2.792 2.759 10.786 -0.014 0.03 0.052
Si 0.138 5.488 10.875 -0.03 0.065 -0.019
Si 2.791 8.224 11.076 -0.015 -0.007 0.028
Si 0.094 10.953 10.968 0.001 0.017 -0.029
Si 2.65 13.582 10.922 -0.045 0.015 0.021
Si 5.432 16.231 10.807 0.026 -0.037 -0.026
Si 8.182 2.784 10.57 0.019 0.021 -0.002
Si 5.455 5.476 10.82 -0.003 -0.003 0.025
Si 8.16 8.181 11.054 0.021 -0.029 0.032
Si 5.401 10.856 11.062 0.032 0.003 0.02
Si 8.127 13.529 10.972 -0.036 0.025 0.045
Si 11.029 16.283 10.728 -0.013 0.021 0.043
Si 13.752 2.707 10.776 0 0.052 -0.013
Si 10.832 5.438 10.796 -0.003 0.009 -0.047
Si 13.646 8.214 10.852 -0.003 -0.022 -0.017
Si 10.902 10.935 11.005 -0.018 0.013 0.002
Si 13.591 13.666 11.002 -0.04 -0.009 0.011
Si 1.414 1.355 12.041 -0.04 -0.027 -0.085
Si 4.148 4.113 12.184 -0.007 -0.004 0.009
Si 1.472 6.773 12.39 -0.019 -0.024 -0.026
Si 4.077 9.588 12.601 0.006 0.031 0.053
Si 1.278 12.41 12.474 -0.01 0.011 0.001
Si 4.034 14.903 12.235 0.011 0.012 -0.034
Si 6.992 1.286 11.837 0.026 -0.032 -0.116
Si 9.349 4.12 12.075 -0.046 0.033 -0.06
Si 6.765 6.697 12.343 0.036 0.016 0.003
Si 9.546 9.603 12.415 -0.046 -0.029 0.006
Si 6.681 12.237 12.472 0.008 -0.039 -0.045
Si 9.675 14.933 12.069 0.022 -0.074 -0.042
Si 12.463 1.267 12.069 0.03 -0.099 -0.054
Si 15.179 4.029 12.127 0.037 -0.054 -0.025
Si 12.171 6.857 12.084 0.039 0.031 -0.085
Si 15.156 9.453 12.203 0.036 -0.026 -0.036
Si 12.231 12.338 12.424 -0.055 0.058 -0.011
Si 14.854 15.091 12.451 -0.003 0.056 0.005
Si 0.303 2.714 13.52 0.087 -0.014 0.032
Si 2.721 0.07 13.444 -0.172 -0.092 0.028
Si 0.154 8.165 13.776 0.02 -0.039 0.024
Si 2.791 5.325 13.75 -0.006 0.037 0.052
Si 16.177 13.82 13.917 -0.037 -0.039 -0.021
Si 2.633 11.14 13.963 -0.043 -0.1 0.055
Si 5.706 2.639 13.12 0.033 0.016 -0.025
Si 8.289 16.301 13.265 0.02 -0.009 -0.001
Si 5.465 8.002 13.823 0.043 -0.027 0.068
Si 8.092 5.302 13.785 -0.012 -0.024 0.071
Si 5.155 13.581 13.835 -0.087 -0.11 0.157
Si 8.174 10.993 13.844 -0.013 -0.048 -0.022
Si 10.762 2.506 12.933 0.021 -0.029 -0.093
Si 13.697 0.321 13.918 0.108 0.092 0.097
Si 10.825 8.022 13.675 -0.032 -0.055 0.049
Si 13.684 5.464 13.161 -0.023 0.071 -0.04
Si 10.903 13.924 13.79 0.072 0 0.045
Si 13.724 10.78 13.42 0.03 0.008 -0.053
Si 2.098 3.407 15.007 0.01 0.008 -0.583
Si 4.448 1.26 14.422 -0.034 0.048 -0.353
Si 1.145 9.887 15.269 0.27 -0.416 -0.537
Si 4.17 6.475 15.233 0.14 0.024 -0.762
Si 1.277 15.507 15.073 -0.285 0.158 -0.353
Si 3.231 12.938 15.598 0.397 -0.261 -0.59
Si 7.235 3.262 14.807 -0.203 0.48 -0.502
Si 9.7 1.296 14.627 0.154 -0.331 -0.456
Si 7.094 9.202 15.032 0.04 0.037 -0.705
Si 9.263 6.868 15.154 0.112 -0.186 -0.667
Si 6.695 15.151 14.484 0.026 0.113 -0.24
Si 9.121 12.936 15.005 -0.008 -0.029 -0.517
Si 12.081 4.03 13.935 0.044 0.088 -0.637
Si 15.513 1.61 15.222 -0.302 -0.244 -0.472
Si 12.665 9.058 14.616 -0.026 -0.1 -0.568
Si 14.92 6.689 14.688 0.035 0.064 -0.287
Si 11.995 15.691 15.288 -0.177 0.058 -0.587
Si 15.011 11.94 14.998 -0.144 0.348 -0.537
Si 13.159 12.169 21.987 -0.027 0.11 -0.12
Si 10.968 1.129 22.198 0.088 0.02 -0.144
Si 6.817 9.053 24.011 0.069 0.147 0.029
Si 4.016 12.293 26.05 0.026 -0.182 0.217
Si 1.357 13.766 26.219 -0.167 -0.073 0.118
Si 12.363 2.191 19.868 -0.167 -0.417 -0.434
Si 7.89 14.851 17.06 -0.024 -0.105 -0.405
Si 11.89 9.125 25.87 -0.207 -0.114 0.276
Si 5.566 15.494 18.692 0.21 -0.028 -0.399
Si 16.105 4.271 16.592 0.125 -0.183 -0.235
Si 3.508 2.297 21.369 0.089 0.102 -0.082
Si 6.796 12.619 18.688 0.147 0.125 -0.386
Si 13.929 12.865 24.744 0.03 -0.015 0.098
Si 8.643 3.05 21.3 -0.019 -0.122 -0.286
Si 15.365 6.049 24.93 -0.072 0.091 0.001
Si 2.995 8.44 17.527 -0.167 0.068 -0.284
Si 1.54 6.912 20.03 0.047 0.021 -0.303
Si 13.131 10.798 16.936 0.104 0.273 -0.208
Si 6.338 1.024 16.573 0.01 0.312 -0.302
Si 3.306 15.61 29.755 0.129 -0.052 0.098
Si 3.152 7.804 22.448 -0.088 -0.039 0.054
Si 11.795 9.37 21.584 -0.15 -0.038 -0.079
Si 11.432 9.158 18.525 0.263 -0.153 -0.44
Si 5.791 9.967 17.752 -0.049 -0.024 -0.179
Si 5.529 13.856 23.891 -0.091 0.112 -0.024
Si 15.501 2.108 19.885 0.063 -0.031 -0.304
Si 4.189 12.866 29.098 -0.078 0.058 0.155
Si 10.432 16.223 19.741 0.044 0.265 -0.276
Si 7.138 16.239 23.445 -0.015 -0.043 -0.046
Si 13.804 13.744 17.162 -0.074 -0.004 -0.393
Si 13.332 3.395 16.515 0.193 0.371 -0.044
Si 2.994 13.68 18.596 0.031 -0.163 -0.4
Si 1.14 4.019 20.97 -0.042 0.136 -0.277
Si 4.06 4.829 23.277 -0.003 -0.019 -0.202
Si 4.823 10.094 22.115 0.006 0.066 -0.075
Si 1.329 4.409 24.122 0.018 -0.007 0.007
Si 16.209 11.114 25.834 0.05 0.011 0.103
Si 8.522 10.057 18.791 0.017 0.269 -0.357
Si 15.42 12.515 31.916 0.052 0.03 0.301
Si 9.246 11.684 31.219 -0.042 0.088 0.305
Si 16.087 14.832 23.785 -0.159 -0.033 -0.056
Si 2.316 8.441 27.923 0.036 -0.052 0.25
Si 15.117 1.082 22.707 -0.023 0.07 -0.186
Si 10.825 4.752 16.427 0.078 -0.047 0.083
Si 6.79 12.044 21.613 0.164 0 -0.105
Si 16.223 6.685 27.91 0.222 -0.016 0.075
Si 12.694 0.982 24.365 0.064 -0.082 0
Si 11.712 8.008 28.395 -0.035 0.027 0.233
Si 0.164 13.535 18.393 -0.005 -0.051 -0.266
Si 15.991 9.52 28.403 0.043 0.057 0.087
Si 11.118 1.771 17.28 -0.373 -0.376 -0.372
Si 12.513 11.922 27.167 -0.109 0.091 0.154
Si 0.388 2.399 26.339 -0.088 -0.045 0.194
Si 2.482 11.574 20.707 0.087 -0.071 -0.216
Si 4.68 1.422 25.79 0.043 -0.069 0.189
Si 7.871 16.217 29.846 0.043 0.117 0.244
Si 7.109 2.411 31.163 0.099 0.044 0.073
Si 9.429 14.682 31.74 -0.031 -0.017 0.313
Si 6.073 11.218 30.865 0.124 -0.106 0.196
Si 11.909 13.524 19.54 -0.031 -0.02 -0.078
Si 8.667 4.459 23.887 0.052 0.024 -0.209
Si 2.509 9.655 25.087 -0.014 0.015 0.019
Si 4.228 6.662 31.813 -0.233 -0.065 0.106
Si 11.52 5.187 23.056 0.041 -0.06 -0.13
Si 9.607 12.714 17.881 -0.107 0.01 -0.192
Si 9.787 7.308 31.711 0.094 -0.201 0.157
Si 1.14 1.702 17.339 -0.08 0.197 -0.601
Si 4.775 3.549 16.344 -0.122 -0.078 -0.29
Si 10.17 10.888 28.333 0.069 0.045 0.137
Si 4.082 1.787 18.459 0.086 -0.048 -0.423
Si 8.857 9.281 26.432 0.035 -0.082 0.054
Si 14.969 1.27 29.312 0.046 -0.021 0.102
Si 13.931 11.115 29.847 -0.145 -0.138 0.126
Si 1.977 13.441 30.983 0.072 -0.11 0.237
Si 4.975 4.32 29.948 0.133 0.004 0.301
Si 15.039 1.428 32.156 0.038 0.094 0.26
Si 12.428 6.149 18.303 0.147 0.051 -0.384
Si 6.437 6.144 24.729 -0.005 0.004 0.152
Si 8.844 10.026 21.949 0.115 0.12 -0.11
Si 1.039 3.535 31.866 0.007 0.064 0.224
Si 7.63 0.318 20.595 -0.079 -0.018 -0.259
Si 13.074 7.632 23.618 0.11 -0.088 -0.097
Si 9.044 7.026 28.648 0.066 0.025 0.17
Si 7.395 2.152 25.368 -0.124 -0.093 0.027
Si 6.416 6.182 27.922 0.018 0.023 0.25
Si 15.275 6.254 18.738 -0.049 -0.087 -0.117
Si 0.123 3.862 29.02 0.075 -0.117 0.212
Si 4.084 1.837 28.545 0.101 -0.037 0.173
Si 16.138 12.913 21.357 0.07 -0.019 -0.184
Si 12.491 8.7 31.057 0.013 -0.108 0.203
Si 1.977 11.167 17.848 0.119 -0.137 -0.362
Si 5.122 8.505 29.511 -0.011 0.1 0.131
Si 10.747 4.782 20.175 -0.063 -0.127 -0.156
Si 5.58 16.26 31.627 0.141 -0.031 0.094
Si 6.614 0.679 27.593 -0.106 -0.125 0.168
Si 14.244 0.677 26.721 0.006 0.076 0.082
Si 13.895 8.215 17.011 -0.316 0.051 -0.179
Si 13.872 3.554 23.868 0.024 0.005 -0.111
Si 0.413 16.162 27.423 -0.082 0.008 0.158
Si 4.211 0.134 23.303 0.023 -0.166 -0.095
O 2.758 13.416 32.426 0.355 -0.052 -0.207
O 4.01 1.308 33.722 -0.074 -0.165 -0.16
O 4.329 12.118 27.652 0.284 -0.486 -0.035
O 9.398 12.493 0.062 0.037 0.131 0.205
O 3.969 3.126 29.5 -0.364 0.133 0.252
O 1.817 5.311 20.24 0.242 -0.28 -0.155
O 5.005 7.744 30.925 0.568 0.147 0.155
O 7.966 5.859 28.33 0.233 -0.486 0.112
O 12.123 4.148 33.402 0.021 0.131 -0.416
O 4.107 5.293 30.936 -0.626 -0.453 -0.212
O 5.458 12.458 30.024 0.122 0.362 0.084
O 1.161 3.838 30.28 0.579 0.07 -0.223
O 10.992 8.382 31.585 -0.089 0.414 0.038
O 10.469 15.67 32.504 -0.047 0.091 -0.289
O 2.689 8.7 26.376 0.376 -0.386 -0.206
O 10.093 10.818 32.323 0.305 -0.591 -0.269
O 3.053 0.637 28.914 -0.454 0.09 -0.445
O 14.576 0.759 30.773 -0.555 -0.439 -0.256
O 9.174 15.459 30.353 0.495 0.158 -0.516
O 1.28 9.566 28.482 0.228 0.447 0.081
O 7.953 1.497 30.111 0.402 0.315 -0.294
O 2.923 4.473 24.379 0.059 -0.009 0.655
O 14.755 13.492 33.013 0.238 0.222 -0.135
O 12.528 14.893 33.685 -0.065 0.004 -0.522
O 15.95 5.378 28.812 -0.292 0.044 0.169
O 9.527 11.131 29.756 -0.134 -0.008 0.004
O 14.279 12.354 30.8 -0.319 0.285 -0.134
O 1.038 4.25 22.551 -0.434 0.108 -0.02
O 5.231 12.944 25.194 0.395 -0.271 0.043
O 0.422 4.824 32.633 0.115 0.351 -0.542
O 13.471 8.356 32.292 0.051 0.06 -0.363
O 8.16 14.438 32.748 -0.398 0.371 -0.17
O 15.305 0.24 33.195 -0.307 -0.036 0.021
O 12.342 13.227 21.058 -0.183 0.322 0.214
O 15.788 5.525 15.558 0.437 0.018 -0.114
O 0.802 3.161 24.996 -0.133 -0.316 -0.156
O 3.325 0.901 22.193 -0.509 -0.162 -0.178
N 11.111 1.284 18.967 0.013 -0.012 0.268
O 4.103 16.05 31.078 -0.455 0.285 0.433
N 6.319 2.766 16.226 0.007 0 0.432
O 11.408 8.895 20.104 -0.227 -0.255 0.29
N 0.528 0.616 16.026 0.068 -0.082 0.053
O 12.868 14.899 16.469 -0.007 -0.131 0.124
O 5.122 6.304 33.088 -0.051 0.242 -0.123
O 9.864 13.184 31.313 0.48 -0.014 -0.483
O 9.222 14.299 17.792 0.224 0.274 0.168
O 7.715 0.157 16.924 0.476 0.184 0.24
O 15.907 4.925 18.062 0.149 -0.037 0.363
O 4.876 5.151 15.993 0.105 0.163 0.18
O 7.113 9.314 18.442 0.074 -0.559 0.403
O 6.842 12.949 20.278 -0.042 0.374 0.251
O 12.851 4.284 22.839 0.087 -0.153 -0.515
O 9.796 6.045 16.533 -0.298 -0.047 0.473
O 4.4 8.58 21.747 0.55 -0.176 -0.537
O 16.244 10.959 15.479 0.127 0.201 0.04
O 15.012 2.657 23.129 0.401 0.211 0.037
O 2.347 10.632 19.365 0.232 -0.493 0.039
O 15.318 15.791 26.712 -0.192 -0.449 -0.525
O 10.743 12.536 19.001 -0.154 -0.59 0.304
O 0.076 1.693 18.59 -0.107 -0.085 0.121
O 11.22 0.767 23.748 -0.346 -0.221 0.597
N 5.301 0.693 17.884 -0.247 -0.102 0.179
O 8.583 2.386 15.141 0.153 0.039 0.08
O 2.593 1.304 17.956 0.03 -0.569 -0.013
N 1.93 9.706 16.882 0.08 0.04 0.169
N 5.727 0.21 15.179 -0.108 -0.17 0.117
O 9.813 2.233 22.06 -0.08 0.04 0.567
N 13.748 7.848 15.347 0.028 -0.166 0.136
O 9.038 10.701 27.191 -0.542 0.623 -0.045
O 12.268 1.727 21.419 0.305 -0.091 0.345
O 12.233 10.58 18.267 0.064 0.288 0.594
N 1.249 3.349 16.55 0.087 0.104 0.3
O 10.381 3.247 16.977 -0.52 -0.107 -0.053
O 3.47 10.997 21.863 -0.075 -0.019 0.342
N 6.574 14.238 17.99 -0.273 -0.146 0.059
O 2.077 2.727 20.764 -0.314 -0.399 -0.203
O 11.992 6.467 23.906 -0.266 -0.003 0.607
N 14.987 3 16.318 -0.004 -0.045 0.385
O 13.695 0.454 23.199 -0.146 -0.604 -0.151
O 2.771 8.712 23.769 0.013 -0.062 0.077
O 6.09 7.628 24.21 -0.306 0.136 -0.122
O 12.163 10.045 15.846 -0.555 0.028 -0.091
O 4.408 9.144 17.996 0.154 0.022 0.576
O 0.538 12.415 26.554 -0.186 0.049 0.452
O 1.924 7.735 21.376 -0.142 0.409 0.308
O 14.554 4.649 24.829 -0.206 -0.017 0.384
O 2.316 7.571 18.744 -0.258 -0.149 -0.009
O 8.202 8.081 15.585 -0.053 0.093 0.154
O 0.44 13.049 31.225 -0.109 -0.047 -0.447
O 15.031 11.664 24.875 0.112 -0.357 -0.37
O 9.865 9.434 18.072 -0.117 -0.037 -0.354
O 12.669 10.708 21.575 0.302 0.097 -0.398
N 10.794 0.64 15.918 0.047 0.07 0.258
O 11.914 3.732 19.823 0.235 0.351 -0.31
O 12.827 3.08 15.011 0.292 -0.749 0.079
O 5.957 10.715 21.146 0.012 -0.241 -0.705
O 14.67 14.244 24.325 -0.328 0.305 -0.082
O 8.815 16.214 19.564 -0.116 -0.004 -0.4
O 10.392 9.725 22.361 -0.112 -0.185 0.445
N 13.848 12.243 16.32 -0.108 0.092 0.166
O 15.571 10.154 26.97 -0.485 -0.249 -0.379
O 8.242 11.547 22.183 0.407 0.605 0.272
O 4.102 14.824 18.754 -0.316 0.026 -0.044
O 7.572 1.804 26.939 0.529 0.136 0.369
O 14.579 7.117 23.977 0.231 0.313 -0.341
O 6.233 6.077 26.328 -0.381 -0.199 -0.116
O 7.612 1.963 20.667 -0.399 0.248 -0.036
O 1.261 14.8 27.476 0.534 -0.105 0.465
O 5.589 10.057 23.58 -0.007 0.127 0.516
O 5.658 11.521 18.263 -0.476 0.155 0.248
O 16.023 3.569 20.398 -0.46 0.475 0.304
O 7.908 9.022 22.811 0.119 -0.583 -0.297
O 1.539 14.4 18.376 -0.135 0.371 0.015
O 4.342 1.901 20.046 0.359 -0.333 0.426
O 5.483 5.067 23.99 0.187 -0.362 -0.018
N 3.67 2.63 15.322 -0.04 0.019 0.15
O 6.249 15.967 20.095 -0.189 0.083 0.541
N 3.1 12.446 17.308 0.129 -0.147 0.254
O 7.979 5.858 24.313 0.512 0.553 -0.211
O 8.726 9.805 20.364 0.091 -0.363 0.09
O 6.851 9.472 33.554 0.038 -0.097 -0.146
O 16.251 6.925 19.827 -0.222 0.232 0.333
O 10.933 4.815 14.81 -0.384 0.412 -0.305
O 15.925 13.555 19.892 -0.519 0.112 0.065
O 12.699 2.122 17.273 0.318 -0.346 0.457
N 12.494 4.918 17.027 0.206 0.196 0.138
O 8.653 7.79 32.741 -0.034 -0.028 -0.3
O 5.795 2.422 25.149 -0.23 0.499 -0.2
O 13.12 13.036 26.157 -0.25 0.3 0.055
O 1.023 11.837 21.359 -0.134 -0.505 0.64
N 8.278 11.752 18.339 -0.132 -0.166 0.073
O 13.936 2.162 19.479 0.097 -0.053 -0.282
O 2.368 14.368 15.667 0.265 0.182 0.018
O 0.558 11.995 17.985 -0.362 -0.265 -0.002
O 3.636 8.557 28.847 -0.163 0.194 -0.044
O 2.888 7.38 32.427 -0.183 0.143 -0.388
O 1.503 7.014 27.926 0.461 -0.498 -0.083
O 7.624 9.4 25.387 -0.142 0.209 0.042
O 10.614 16.155 21.352 0.118 -0.494 0.565
O 15.372 14.172 17.391 0.317 0.537 -0.05
O 12.474 8.07 26.977 0.711 -0.295 -0.311
O 6.816 14.819 24.147 0.326 -0.344 0.171
O 14.36 9.757 17.184 0.678 0.257 0.159
O 3.883 2.187 26.974 -0.299 0.584 -0.386
O 2.442 3.137 32.586 0.443 0.292 -0.219
O 0.135 14.092 22.401 0.408 0.321 -0.071
O 12.995 0.282 25.787 -0.25 -0.609 0.287
N 12.399 7.843 17.835 -0.104 -0.065 0.093
O 15.788 11.103 32.62 -0.108 -0.258 -0.438
O 13.86 2.414 32.616 -0.103 -0.131 -0.645
O 10.985 5.908 19.032 -0.56 0.311 -0.075
O 0.75 3.352 27.613 0.527 0.081 -0.198
O 12.911 2.552 24.684 -0.148 0.244 0.255
O 2.882 13.415 25.973 0.247 0.676 -0.113
O 11.078 12.163 27.889 -0.331 0.589 0.283
O 13.76 5.952 19.243 0.117 -0.162 0.886
O 7.961 16.065 22.071 0.535 -0.225 0.279
O 10.277 4.542 23.855 0.238 -0.426 0.446
O 8.288 3.421 25.05 0.207 0.05 0.447
O 10.985 9.475 28.51 -0.079 -0.011 0.267
O 5.735 0.598 23.011 0 0.466 -0.379
O 10.407 5.931 32.368 -0.201 -0.071 -0.586
O 15.303 10.287 29.631 0.441 -0.03 0.093
O 15.03 6.666 33.398 0.173 -0.16 -0.394
O 3.701 0.777 24.707 -0.634 -0.069 0.201
O 15.124 7.333 17.546 0.517 0.038 -0.17
O 12.765 8.179 22.13 0.219 -0.356 -0.449
O 4.306 3.292 17.87 0.036 0.514 0.448
O 15.221 2.873 29.376 -0.398 0.394 0.007
O 12.797 10.233 30.613 -0.332 0.292 -0.005
O 12.288 10.622 26.259 0.054 0.112 -0.543
O 15.518 6.505 26.465 -0.379 0.074 -0.076
O 4.146 14.491 28.912 0.509 0.055 -0.665
O 15.123 2.004 26.281 -0.179 0.511 -0.324
O 13.786 0.936 28.256 -0.778 -0.069 0.313
O 15.506 7.987 28.537 -0.771 -0.011 0.338
O 0.873 14.504 24.883 0.262 0.2 -0.148
O 9.306 4.026 20.169 -0.429 -0.031 -0.505
O 5.91 1.504 31.751 -0.457 0.36 0.091
O 5.419 5.128 28.624 -0.024 -0.245 -0.368
O 5.258 11.046 32.275 -0.312 0.308 -0.406
O 10.276 8.937 25.692 0.1 -0.301 -0.21
O 12.668 7.819 29.691 0.559 -0.325 -0.24
O 9.97 12.376 16.331 0.229 -0.371 0.157
O 7.577 15.929 28.281 0.146 -0.722 -0.474
O 1.152 0.978 26.538 0.641 -0.076 -0.477
O 4.276 14.834 23.429 -0.616 -0.343 -0.215
O 8.575 8.209 27.623 -0.262 0.072 0.047
O 1.003 10.279 25.007 0.036 0.12 -0.438
O 6.158 9.924 16.171 -0.463 0.546 -0.041
O 3.347 7.376 16.335 -0.522 0.285 0.228
N 7.908 14.181 15.48 -0.106 0.015 -0.068
O 3.027 12.961 20.06 0.375 0.161 0.396
O 3.529 10.909 25.344 0.241 -0.156 -0.049
O 5.833 9.919 29.892 0.249 -0.022 -0.44
O 15.545 1.054 21.14 0.353 -0.603 -0.005
O 5.615 1.294 28.733 0.126 -0.197 0.199
O 7.614 11.543 31.325 -0.072 0.162 0.135
O 8.02 3.986 22.463 -0.715 0.366 -0.184
O 5.926 12.858 22.69 -0.039 -0.174 0.149
O 10.969 5.536 21.58 -0.027 0.384 -0.117
O 0.569 5.793 24.479 0.53 0.348 -0.098
O 6.643 15.562 30.662 -0.233 -0.511 -0.152
O 16.137 0.106 23.517 0.633 0.007 0.074
O 1.347 9.401 33.358 0.075 0.042 -0.361
O 13.514 11.667 28.401 0.364 0.056 -0.286
O 1.149 15.046 33.617 -0.017 0.089 -0.448
O 5.668 15.648 33.108 0.398 -0.519 0.05
O 10.621 6.804 28.328 0.341 -0.542 -0.048
O 2.815 12.499 29.935 -0.253 -0.489 0.092
O 6.621 4.207 33.66 0.059 -0.046 -0.243
O 13.213 13.379 18.61 0.187 -0.35 0.485
O 4.117 3.57 22.217 0.212 0.104 -0.085
O 1.959 14.928 30.326 -0.572 0.421 -0.314
O 0.08 2.255 32.05 0.217 -0.221 0.164
O 8.16 2.692 32.382 0.553 0.076 -0.363
O 11.327 14.988 19.261 -0.029 -0.029 -0.215
O 0.004 0.502 28.848 0.409 -0.022 0.303
O 3.599 6.266 22.667 -0.137 0.018 -0.146
O 9.035 7.214 30.273 -0.545 0.145 0.047
O 14.752 12.205 21.748 0.053 -0.385 0.02
O 6.035 7.663 28.479 0.279 0.171 -0.559
O 7.893 0.904 24.455 0.687 -0.026 0.116
O 12.706 8.891 24.528 0.149 0.508 -0.134
O 12.893 12.489 23.552 -0.449 0.08 0.23
O 6.365 3.739 30.593 0.378 0.393 -0.309
O 5.573 0.188 26.44 -0.091 -0.717 -0.377

Results
total energy: -130315.573 eV
total energy less fixed offsets of N -271.95, O -438.35, Si -107.03 eV per atom: 16.157 eV
